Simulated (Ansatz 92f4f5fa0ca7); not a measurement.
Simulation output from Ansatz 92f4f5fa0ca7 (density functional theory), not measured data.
Periodic cell of 130 atoms, Si86O44, from a study of silicon, its oxide and their interface. The atomic structure is a simulated model.

Settings
functional: r2SCAN
potential files: Ansatz norm-conserving
basis: plane waves
wave-function cutoff: 1300 eV
density cutoff ratio: 4
exchange-correlation grid ratio: 1
k mesh: 2 x 2 x 1, shifted by 0.5 0.5 0.5 of a step
self-consistency stop: 5e-08 eV per atom in the density residual
occupations: Fermi-Dirac, 0.05 eV
spin: none
net charge: 0

Cell vectors (angstrom)
a	10.88	0	0
b	0	10.88	0
c	0	0	19.2621

Atoms: element, x, y, z (angstrom)
Si	1.2326	1.6209	-1.2334
Si	3.8366	2.5263	-0.1361
Si	0.092	6.9813	-0.0091
Si	3.0049	9.8792	-1.377
Si	5.4772	0.2315	-0.9152
Si	10.5056	3.6599	-1.2312
Si	4.7029	6.0397	0.1255
Si	8.4019	7.3428	0.061
Si	1.2321	1.2947	1.4967
Si	4.3103	4.1245	1.3075
Si	0.8639	6.403	2.0299
Si	4.0942	9.589	1.04
Si	7.5052	-0.4477	0.1206
Si	9.71	3.9098	1.3269
Si	6.7375	6.5625	1.5196
Si	8.5205	8.9184	1.6488
Si	-0.0521	2.7151	2.7104
Si	2.7434	0.0091	2.7728
Si	0.0063	8.0987	2.9632
Si	2.7495	5.3916	2.7346
Si	5.504	2.6843	2.7146
Si	8.1756	-0.0467	2.7329
Si	5.4392	8.1788	2.7157
Si	8.1459	5.4181	2.6526
Si	1.36	4.08	4.1101
Si	4.08	1.36	4.1101
Si	1.36	9.52	4.1101
Si	4.08	6.8	4.1101
Si	6.8	4.08	4.1101
Si	9.52	1.36	4.1101
Si	6.8	9.52	4.1101
Si	9.52	6.8	4.1101
Si	0	0	5.4801
Si	2.72	2.72	5.4801
Si	0	5.44	5.4801
Si	2.72	8.16	5.4801
Si	5.44	0	5.4801
Si	8.16	2.72	5.4801
Si	5.44	5.44	5.4801
Si	8.16	8.16	5.4801
Si	1.36	1.36	6.8501
Si	4.08	4.08	6.8501
Si	1.36	6.8	6.8501
Si	4.08	9.52	6.8501
Si	6.8	1.36	6.8501
Si	9.52	4.08	6.8501
Si	6.8	6.8	6.8501
Si	9.52	9.52	6.8501
Si	0.0454	2.7421	8.2217
Si	2.783	0.0569	8.2673
Si	0.0431	8.1464	8.2257
Si	2.7249	5.4958	8.2057
Si	5.4401	2.7355	8.1726
Si	8.1505	-0.0094	8.1756
Si	5.473	8.2193	8.2819
Si	8.1257	5.474	8.1445
Si	0.7615	4.6074	9.7722
Si	3.6369	1.6741	9.8734
Si	1.8875	9.1162	9.5672
Si	4.5983	6.739	9.2901
Si	6.3435	4.9584	9.3168
Si	10.2183	0.9202	9.5487
Si	7.1329	9.4397	9.9056
Si	10.6227	10.2294	11.0832
Si	-1.808	-0.2379	12.4552
Si	2.5156	3.4525	11.0544
Si	-0.86	5.8856	10.4897
Si	2.7252	8.5959	11.9987
Si	8.2592	1.3664	10.1461
Si	7.9383	3.5987	11.0184
Si	3.8205	6.6362	11.7672
Si	6.8052	8.6381	12.0404
Si	1.4424	3.2148	14.2929
Si	1.1533	11.3007	13.5917
Si	8.1138	4.5555	14.5806
Si	9.2155	6.8692	12.5987
Si	-4.7043	5.1712	16.7567
Si	4.126	10.8855	12.7817
Si	3.9149	2.6682	16.381
Si	8.5598	1.7542	14.5579
Si	5.9965	11.4802	15.4131
Si	5.2602	5.6575	14.0784
Si	2.0471	5.9162	15.0323
Si	2.2008	7.0466	17.7004
Si	9.4503	1.1265	17.3744
Si	11.3313	-2.4195	14.0375
O	-2.4131	0.5973	-0.7567
O	2.6892	2.0036	1.1439
O	2.9458	2.4876	-1.4759
O	5.2085	1.7097	-0.3424
O	2.5929	9.3315	0.2125
O	-1.2739	5.9356	-0.8902
O	2.2546	8.5524	-1.9023
O	6.7019	0.33	-2.2252
O	9.5012	2.6814	-2.0004
O	8.9654	0.7489	-3.5473
O	6.2376	5.3411	-0.8261
O	3.6616	7.0038	-0.6332
O	7.0636	1.8901	-4.0957
O	9.8311	7.7344	-5.4802
O	-3.1643	-0.8174	12.9806
O	-0.0253	0.5631	17.8215
O	2.3408	2.8665	12.5446
O	-2.1047	5.7496	9.4587
O	-2.3857	5.448	13.2354
O	1.3283	8.5816	12.6383
O	4.0208	9.3968	12.3263
O	4.0622	0.5574	11.2518
O	6.9205	4.5411	10.7116
O	9.2713	4.2576	11.0043
O	3.754	4.9465	11.3804
O	5.3669	6.5818	12.7765
O	8.1382	7.6359	11.9132
O	11.3367	10.0878	14.2685
O	5.3168	0.0752	13.7696
O	5.0712	3.9259	16.6531
O	4.3468	12.0629	15.832
O	2.8665	13.9763	15.3248
O	14.3468	5.6918	13.8985
O	9.1725	3.2041	14.6807
O	11.2348	11.3659	12.2719
O	-9.9443	4.5727	15.224
O	-5.4366	6.1759	15.6436
O	2.3723	5.8916	16.5767
O	1.4821	7.5205	14.7681
O	6.4285	-6.26	13.7925
O	8.7019	1.1376	13.0665
O	11.3659	1.8733	14.2419
O	2.7573	11.086	13.5994
O	-3.092	5.1058	15.9614

Results
free energy: -30497.775 eV
free energy less fixed offsets of O -463.61, Si -117.95 eV per atom: 44.765 eV
pressure: 0.98 GPa
stress xx, yy, zz, yz, xz, xy (GPa, positive in tension): -0.25, -2.22, -0.48, 1.42, -1.03, 0.61

Forces (eV/angstrom), in the order of the atoms: element, x, y, z
Si	-0.8988	-2.0895	1.5868
Si	-1.7001	-0.1132	5.2189
Si	-1.3505	-1.7652	-2.9514
Si	-0.9679	1.8417	1.4597
Si	1.3184	-3.7763	0.0918
Si	0.8997	1.8497	2.2833
Si	3.9909	-1.0645	0.4267
Si	1.4427	-0.7029	-2.2377
Si	0.6952	-0.6093	-1.3139
Si	-0.8957	1.5165	0.7461
Si	0.1395	-2.1011	-1.5912
Si	-1.1978	1.2748	1.6039
Si	0.701	0.8317	0.2046
Si	-1.0073	2.4677	-1.5907
Si	-2.7704	2.9056	-1.3605
Si	1.958	-0.6958	1.0467
Si	0.9947	-0.6623	2.2597
Si	-0.1433	-1.3468	-0.2566
Si	-1.1548	2.6401	0.0545
Si	0.7693	-0.6783	-0.0129
Si	0.732	-0.0512	0.6583
Si	-0.727	1.0533	-0.0889
Si	-0.0166	-0.2984	-0.4068
Si	2.1936	-2.2107	1.423
Si	-0.203	-0.5579	0.0519
Si	0.0101	0.5418	-0.0824
Si	0.835	0.327	0.6924
Si	0.0244	0.1692	-0.1469
Si	0.0631	-0.3205	-0.2119
Si	0.0316	-0.0418	-0.0317
Si	-0.4102	0.3	-0.0152
Si	-1.348	-0.6728	0.8436
Si	-0.1467	-0.1503	-0.0078
Si	0.1603	0.0413	0.01
Si	0.1705	-0.169	-0.0021
Si	-0.4154	-0.1387	0.0774
Si	0.0442	0.0463	-0.0756
Si	-0.1327	0.1001	-0.0993
Si	0.0634	0.0116	0.1259
Si	-0.3162	-0.2777	0.0108
Si	0.4506	0.1694	0.0288
Si	-0.7486	-0.3169	-0.1718
Si	0.0598	0.3009	-0.3427
Si	0.5397	0.2439	0.3281
Si	-0.0887	0.1874	-0.1132
Si	-0.4498	-0.4637	-0.0965
Si	0.2179	1.6583	-0.6394
Si	0.528	0.0763	-0.0302
Si	0.2419	0.7427	0.632
Si	-0.6719	0.0723	0.7201
Si	0.3643	-0.6221	1.1543
Si	-0.1755	0.1018	0.8794
Si	-0.444	0.8462	1.9931
Si	0.3815	-0.7916	0.6037
Si	3.1907	4.8771	-2.7849
Si	-1.584	-1.4736	-6.0522
Si	4.2389	-2.3224	-1.6554
Si	1.6267	-1.3556	0.551
Si	-1.2338	0.5136	0.7978
Si	-3.2562	-5.2406	4.2483
Si	-4.4532	-0.717	-3.1092
Si	0.7899	0.6787	-2.4689
Si	0.2035	1.1561	-3.1262
Si	3.7562	-1.2379	-2.1288
Si	-3.2667	-0.6222	-0.8508
Si	1.0471	3.6069	-0.1085
Si	-1.0877	0.0008	1.3502
Si	0.3315	-2.1607	-4.558
Si	-3.5065	0.1158	1.9252
Si	4.1472	-9.0043	2.4283
Si	3.545	-4.1127	-1.1762
Si	1.1861	1.7094	1.4644
Si	3.4442	-0.9606	0.477
Si	1.485	3.0814	0.9266
Si	-1.0287	-1.0485	-5.562
Si	2.0231	-5.7069	0.5974
Si	0.3928	-0.4275	0.2231
Si	-0.6074	2.0974	-1.6224
Si	1.8678	0.7806	-0.4684
Si	-0.4895	-1.4765	0.5047
Si	-1.8462	3.0973	-0.094
Si	-1.5376	0.719	0.1533
Si	1.1355	-0.1139	-1.5789
Si	-0.558	-1.9862	3.5781
Si	-2.2296	-2.8626	-2.9792
Si	-0.6118	0.7485	-2.2998
O	0.1274	-0.559	1.3418
O	3.4428	1.678	-2.7827
O	1.8107	0.9348	-1.7324
O	-0.628	0.4893	-0.7833
O	2.5516	0.9628	0.4256
O	1.2228	1.5321	1.5432
O	-0.2339	1.4785	-3.977
O	-4.7308	-1.2097	-2.7533
O	-1.4246	1.886	-0.0875
O	3.2573	-1.3367	3.1779
O	-1.6889	1.1611	-3.2875
O	-0.1568	-1.1498	-0.5814
O	-3.5369	-0.6105	-2.0087
O	3.3313	1.9681	1.8035
O	-2.1467	-4.9544	-0.0864
O	0.2593	-0.8521	-1.3347
O	-2.0798	0.7479	3.8594
O	2.7206	3.8786	3.5281
O	2.4954	1.4357	1.6694
O	-2.9598	-0.0936	1.2052
O	0.3707	-2.6359	0.6455
O	0.1149	2.9405	-1.1414
O	-7.6154	5.7461	0.9329
O	5.8493	1.3612	1.3727
O	-2.2931	-0.5887	0.0421
O	-1.6994	1.4424	-1.5676
O	-4.0654	2.3395	-1.6888
O	-1.9235	-3.6288	3.5763
O	3.446	1.2181	4.1279
O	-1.2704	-2.8496	-0.5081
O	3.2564	0.5787	0.906
O	-3.1129	0.6309	-3.1886
O	-2.3764	-0.1533	3.168
O	-1.7953	3.9243	-1.0899
O	-0.1436	0.1047	-3.6093
O	0.6807	0.4349	-4.4606
O	0.3884	0.1315	0.3551
O	1.2444	0.8694	0.8171
O	0.5158	-3.4487	1.7066
O	1.08	-2.5118	1.8765
O	1.2483	4.738	2.3412
O	2.586	0.232	0.7704
O	-2.2475	1.0312	0.687
O	-2.6155	0.7269	4.8564

The program warned: the forces do not sum to zero within the program's tolerance.
